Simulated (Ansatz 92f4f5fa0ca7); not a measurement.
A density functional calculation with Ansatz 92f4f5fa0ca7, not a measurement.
Periodic cell of 237 atoms, Si146O90As1, from a study of silicon, its oxide and their interface. The atomic structure is a simulated model.
Doubt: the cutoff is far below the 930 eV that the study's wrapper takes by default for these files, so forces and energies are approximate.
This geometry differs little from another in the collection (a relaxation step or a small displacement).

Settings
functional: PBE
potential files: Ansatz PAW
basis: plane waves
wave-function cutoff: 580 eV
density cutoff ratio: 5
exchange-correlation grid ratio: 1
k mesh: 1 x 1 x 1, Gamma-centred
self-consistency stop: 5e-08 eV per atom in the density residual
occupations: fixed
spin: none
net charge: +1 e, with a uniform compensating background and no finite-size correction

Cell vectors (angstrom)
a, 11.6015, 0, 0
b, 0, 10.938, 0
c, 0, 0, 32.0622

Atoms and the computed forces on them: element, x, y, z (angstrom), force x, y, z (eV/angstrom)
Si, -0.1968, -0.0675, 23.2622, -0.012, -0.0156, 0.0077
Si, 3.6694, 0.1977, 23.0852, 0.004, -0.0099, 0.013
Si, 7.5624, -0.1439, 23.4469, 0.0101, -0.0064, -0.0002
Si, 1.6902, 1.3723, 23.3943, 0.0119, 0.0028, 0.0057
Si, 5.7368, 1.3882, 23.1587, -0.0125, 0.0098, 0.0076
Si, 9.4445, 1.2282, 23.3444, 0.0084, 0.0208, 0.0147
Si, 0.1491, 5.3033, 23.4494, -0.0021, -0.0185, 0.0148
Si, 4.1292, 5.3447, 23.3454, -0.0011, -0.0121, 0.0136
Si, 8.0531, 5.6011, 23.5401, 0.003, -0.0174, 0.0152
Si, 2.1358, 6.5793, 23.3573, -0.0067, 0.0068, 0.0151
Si, 6.0056, 6.777, 23.4857, -0.0034, 0.0075, 0.0105
Si, 10.0177, 6.8744, 23.5986, -0.0041, 0.024, 0.0049
Si, 1.8459, 2.616, 25.3986, -0.0085, 0.0081, 0.0003
Si, 5.8757, 2.6215, 25.2396, 0.0055, -0.0012, 0.0035
Si, 9.6283, 2.6704, 25.2599, -0.0022, -0.005, -0.0159
Si, 11.5824, 4.0189, 25.3885, 0.0057, -0.0049, 0.0001
As, 3.8898, 3.9898, 25.3335, 0.0014, -0.001, -0.0093
Si, 7.7577, 4.1049, 25.3508, -0.0058, 0.0059, -0.0029
Si, 1.973, 8.1566, 25.1742, 0.0043, -0.0016, -0.0032
Si, 5.7743, 8.1777, 25.363, 0, 0.0001, -0.0019
Si, 9.7124, 8.2619, 25.4389, 0.0031, -0.0034, -0.0037
Si, 11.6368, 9.5657, 25.2562, 0.0015, 0.003, -0.0016
Si, 3.8654, 9.5933, 25.0589, -0.0015, 0.0015, -0.0082
Si, 7.6948, 9.5232, 25.4133, 0.0013, -0.0041, 0.0042
Si, 11.6497, -0.0082, 27.2038, -0.0019, -0.0044, -0.0017
Si, 3.9069, -0.0624, 27.1164, -0.0011, -0.0041, 0.0109
Si, 7.7627, -0.016, 27.2923, 0.0043, -0.0044, -0.0005
Si, 1.9973, 1.3049, 27.318, 0.0077, 0.0011, -0.0035
Si, 5.826, 1.3221, 27.2172, -0.0084, 0.0083, -0.0121
Si, 9.6967, 1.3356, 27.2146, -0.0024, 0.0045, 0.0018
Si, 11.5854, 5.4689, 27.2482, 0.009, -0.0064, -0.0005
Si, 3.8453, 5.4673, 27.2984, 0.0053, 0.0027, 0.0004
Si, 7.7207, 5.4614, 27.2814, -0.0028, -0.0089, -0.0028
Si, 1.9207, 6.8348, 27.1597, -0.0086, 0.0033, 0.0033
Si, 5.778, 6.8118, 27.275, 0.0005, 0.0031, 0.006
Si, 9.6562, 6.825, 27.3008, -0.0026, 0.0082, 0.0027
Si, 1.9389, 2.723, 29.2095, -0.0019, -0.0014, -0.0038
Si, 5.8059, 2.723, 29.1399, -0.0009, -0.0029, -0.0008
Si, 9.6814, 2.7269, 29.1497, -0.0009, -0.0083, -0.0001
Si, 0.0107, 4.0992, 29.1744, -0.0002, 0.0057, -0.0014
Si, 3.8676, 4.0757, 29.2031, 0.0005, -0.0031, 0.0011
Si, 7.7394, 4.0903, 29.1976, 0.0026, 0.0064, -0.0021
Si, 1.9446, 8.1902, 29.1237, 0.0046, -0.0021, -0.0005
Si, 5.7968, 8.1876, 29.201, -0.0024, -0.0023, -0.0032
Si, 9.674, 8.1994, 29.2199, -0.0003, -0.0025, -0.0009
Si, 0.0116, 9.5613, 29.1501, -0.0007, -0.0006, 0.0016
Si, 3.877, 9.559, 29.1133, -0.0014, 0.0047, -0.0049
Si, 7.7342, 9.5526, 29.2127, -0.003, -0.0016, 0.0015
Si, 0.0036, -0.0001, 31.0971, -0.0007, 0.0002, 0.0003
Si, 3.8622, 0.0054, 31.0688, 0.0002, -0.0008, -0.0021
Si, 7.731, 0.0087, 31.1223, 0.0016, 0.0007, -0.0008
Si, 1.9308, 1.3679, 31.1374, 0.0019, -0.0002, 0.0006
Si, 5.7971, 1.3678, 31.0766, -0.0022, 0.0019, -0.0004
Si, 9.6699, 1.3642, 31.095, -0.0008, 0.0035, -0.0009
Si, 0.0097, 5.4739, 31.1032, 0.0015, -0.0017, -0.0003
Si, 3.8718, 5.4855, 31.117, 0.0003, 0.0014, -0.0006
Si, 7.7456, 5.4704, 31.1331, -0.0023, -0.0011, 0.0004
Si, 1.9384, 6.8454, 31.078, -0.0019, 0.0002, -0.0027
Si, 5.8096, 6.8341, 31.1305, 0.0018, 0.0004, -0.0027
Si, 9.68, 6.837, 31.1512, 0.0004, -0.0009, 0.0011
Si, 1.9315, 2.7562, 1.0015, -0.0007, 0.0018, -0.0015
Si, 5.7985, 2.7536, 0.9364, 0.0014, 0.0005, -0.0022
Si, 9.6683, 2.7368, 0.9747, 0.0002, -0.0009, 0.0003
Si, -0.0115, 4.1123, 0.9697, -0.0001, 0.0005, 0.0005
Si, 3.8668, 4.1188, 0.9892, -0.0002, -0.0023, 0.0006
Si, 7.7423, 4.1127, 1.0056, -0.0003, -0.0003, 0.0007
Si, 1.9318, 8.2224, 0.9505, 0.0003, -0.0009, 0.0001
Si, 5.7987, 8.2335, 0.9769, -0.0004, -0.0008, -0.0011
Si, 9.6698, 8.2271, 1.0154, -0.0006, 0, 0.0003
Si, -0.0006, 9.5946, 0.9894, 0, -0.0003, -0.0008
Si, 3.8614, 9.5948, 0.9657, -0.0001, 0.0013, -0.0005
Si, 7.7387, 9.5851, 0.9945, 0.0006, -0.0003, -0.0002
Si, 11.6113, 0.041, 2.9278, 0.0001, 0.0005, 0.0022
Si, 3.8574, 0.0296, 2.9192, 0.0017, -0.0012, 0.0007
Si, 7.7424, 0.03, 2.9112, 0.0002, 0.0001, 0.0016
Si, 1.936, 1.4076, 2.9402, -0.0002, -0.001, 0.0013
Si, 5.8129, 1.3723, 2.8419, -0.002, -0.0003, 0.0008
Si, 9.663, 1.3917, 2.9283, 0.0002, 0.0011, -0.0006
Si, 11.5663, 5.5103, 2.8765, 0.0011, 0.0008, -0.0008
Si, 3.8788, 5.5047, 2.9201, -0.0009, 0.0015, 0.0003
Si, 7.7391, 5.5206, 2.9282, 0.0011, 0.001, -0.0002
Si, 1.9149, 6.8287, 2.8623, 0, -0.0007, 0
Si, 5.811, 6.8677, 2.896, 0.0003, -0.0014, 0.0008
Si, 9.6614, 6.9074, 2.9806, -0.0014, -0.0008, 0.0021
Si, 1.9137, 2.8404, 4.8338, -0.0007, 0.0012, 0.0004
Si, 5.8379, 2.7315, 4.7511, 0.0003, 0.0008, 0.0009
Si, 9.5993, 2.8054, 4.8383, 0.0014, -0.0003, 0.0016
Si, 11.5427, 4.1409, 4.7858, -0.0033, 0.0002, 0.0009
Si, 3.9197, 4.1043, 4.8313, 0.0004, -0.0022, 0.0002
Si, 7.7176, 4.2125, 4.8914, -0.0025, 0, 0.0009
Si, 1.8885, 8.1541, 4.8039, 0.0019, 0.001, -0.0013
Si, 5.8099, 8.2668, 4.7946, 0.0005, 0.0011, -0.0008
Si, 9.6624, 8.33, 4.9191, -0.0003, 0.0006, 0.0016
Si, 11.6343, 9.6592, 4.8918, 0.0004, -0.0007, 0.0023
Si, 3.819, 9.4919, 4.7919, -0.001, -0.0004, 0.0015
Si, 7.7225, 9.6847, 4.8959, 0, -0.0012, 0.0016
Si, 11.5952, 0.2383, 6.7825, 0.0006, 0.0006, -0.0034
Si, 3.7525, -0.0474, 6.661, 0.0041, 0.001, -0.0067
Si, 7.7124, 0.0639, 6.9195, 0.0013, 0.0001, -0.0025
Si, 2.0471, 1.5092, 6.769, -0.0006, -0.0007, -0.0016
Si, 5.7115, 1.2808, 6.6288, -0.002, 0.0006, -0.0023
Si, 9.6445, 1.5267, 6.8359, 0, 0.0008, -0.0055
Si, 11.5259, 5.5045, 6.7057, 0.0029, -0.0027, -0.0045
Si, 3.9817, 5.4392, 6.7991, 0.0022, 0.0007, 0.0001
Si, 7.7383, 5.677, 6.8377, 0.0029, -0.0002, -0.0036
Si, 1.9749, 6.6478, 6.6568, -0.0016, -0.0003, -0.006
Si, 5.8126, 6.9814, 6.7543, -0.0007, 0.0005, -0.0042
Si, 9.7555, 7.0444, 6.9219, -0.0028, 0.0018, -0.0026
O, 9.9984, 7.9739, 8.3068, 0.0045, 0.0071, 0.0027
O, 7.6635, 9.9392, 8.2235, -0.0048, -0.0089, 0.003
O, 7.4027, 4.7372, 8.1693, -0.0006, -0.0045, 0.0071
O, 3.3705, 10.3522, 8.2071, -0.0012, -0.0061, 0.0093
O, 2.032, 7.5656, 8.0233, -0.0004, 0.0058, 0.0077
O, 3.9996, 4.5923, 8.2517, 0.0001, -0.0048, -0.0006
O, 9.7769, 2.4552, 8.2195, 0.0032, 0.0099, 0.0034
O, 2.6126, 2.3456, 8.1252, 0.0056, 0.0046, 0.0002
O, 11.3877, 4.5738, 8.0695, -0.0044, -0.0078, 0.0046
O, 5.3578, 2.3808, 7.8146, -0.0043, 0.0067, 0.0017
O, 5.8151, 7.9901, 8.0857, 0.003, 0.0068, 0.002
O, 11.3033, 10.3184, 8.1554, -0.0067, -0.0098, 0.0044
O, 11.2858, 10.0872, 21.7871, 0.0012, -0.0082, -0.0079
O, 3.213, 10.7177, 21.5168, 0.0004, -0.0021, -0.0138
O, 5.7958, 7.7518, 22.1557, -0.001, 0.0044, -0.008
O, 4.24, 4.4151, 21.9734, 0.0039, 0.0004, -0.0026
O, 7.6837, 9.6755, 22.1953, -0.0053, -0.0064, -0.0041
O, 10.3407, 7.6786, 22.1884, 0.0038, 0.0072, -0.0077
O, 1.6173, 2.4187, 22.1145, -0.0075, 0.0111, -0.0043
O, 5.9555, 2.4192, 21.8588, -0.0011, 0.0111, -0.002
O, 8.4399, 4.6898, 22.2104, 0.0003, -0.0018, -0.0138
O, -0.0896, 4.4408, 22.036, 0.0015, -0.0092, -0.0075
O, 2.3578, 7.3299, 21.9071, 0.002, 0.0052, -0.0274
O, 9.1245, 1.8847, 21.8567, 0, 0.0028, -0.0141
Si, 1.9146, 7.7906, 9.6101, 0.0019, 0.0036, 0.001
Si, 5.0438, 0.5723, 17.6749, -0.0045, -0.0027, -0.0004
Si, 2.4831, 5.4117, 14.0152, -0.0013, 0.0012, 0.0019
Si, 10.5497, 3.8629, 14.0391, 0.0012, 0.0011, -0.0004
Si, 8.2725, 2.3828, 15.2531, -0.0009, -0.0039, -0.0009
Si, 9.5483, 2.2409, 20.3243, -0.0028, 0.0041, 0.0094
Si, 10.5086, 3.652, 9.0793, -0.0017, -0.0009, -0.0031
Si, 0.0348, 2.3154, 11.5669, -0.0016, 0.0027, 0.0032
Si, 11.0256, 8.1336, 15.3907, -0.0027, 0, -0.0006
Si, 5.1589, 6.9287, 13.989, 0.0021, -0.0009, 0.0006
Si, 5.7546, 2.6181, 11.1207, -0.0006, 0.0039, 0.0027
Si, 8.5787, 7.6754, 19.3768, -0.0006, 0.0004, 0.0041
Si, 8.1211, 4.8462, 20.6203, 0.0001, -0.0023, 0.0039
Si, 5.9173, 9.5793, 15.1902, 0.0007, 0.0013, 0.0026
Si, 2.1214, 7.6225, 20.3209, -0.0043, 0.0119, 0.004
Si, 1.916, 4.8866, 18.7651, 0.0031, -0.0027, 0.0066
Si, 4.4877, 3.4354, 17.9976, -0.0026, 0.0035, 0.0035
Si, 8.5067, 8.9244, 16.8045, -0.0014, -0.0021, 0.0004
Si, 0.8326, 9.4799, 13.2989, 0.0001, 0.0012, 0.0022
Si, 9.9112, 10.6535, 11.7281, 0.0015, -0.0024, 0.0025
Si, 5.3606, 3.6899, 20.9966, 0.0046, -0.0028, 0.0138
Si, 0.5707, 5.5194, 16.2505, -0.0003, 0.0001, -0.0015
Si, 10.7814, 9.1538, 9.1545, 0.0012, -0.0006, -0.0028
Si, 6.5699, 8.8947, 21.282, -0.0013, 0.0014, 0.0033
Si, 7.1138, 7.1128, 11.4897, 0.0004, 0.0015, 0.0025
Si, 2.6752, 0.7353, 12.2183, 0.0021, -0.0026, 0.001
Si, 10.8979, 8.6804, 21.0316, 0.0017, 0.0007, 0.008
Si, 6.034, 4.3258, 15.63, -0.0005, 0.0006, -0.0005
Si, 7.0807, 0.4858, 12.9734, 0.0007, 0.0011, 0.0042
Si, 4.0585, 2.9852, 8.5988, -0.0004, -0.0024, -0.0017
Si, 0.8747, 6.742, 11.8934, 0.002, 0.0004, 0.003
Si, 6.5701, 9.0544, 9.0803, 0.0013, 0.0023, -0.0019
Si, 0.6612, 3.2917, 21.1299, -0.0019, 0.0025, 0.0063
Si, 9.7956, 6.5128, 12.8869, -0.0014, 0.0019, 0.0049
Si, 7.7177, 4.5398, 9.7561, 0.0026, -0.0005, -0.0002
Si, 3.9863, 10.0699, 20.2111, -0.001, 0.0008, 0.0092
Si, 4.2588, 3.0359, 13.5283, 0.0023, -0.0006, 0.0024
Si, 3.8544, 10.0152, 9.7383, -0.0008, -0.0021, -0.0007
Si, 8.0571, 0.772, 18.0204, 0.0032, 0.0009, -0.0016
O, 11.5044, 3.2319, 12.8952, -0.0023, 0.0023, 0.0017
O, 9.3429, 4.4772, 9.8843, -0.0014, 0.0014, -0.0029
O, 8.8138, 3.6101, 19.8493, 0.0021, -0.0032, 0.0024
O, 4.0493, -0.0702, 18.8063, 0.005, 0.0072, -0.0073
O, 11.3058, 4.5349, 15.3079, -0.0026, -0.0019, 0.0007
O, 9.8515, 9.794, 10.3316, -0.0027, 0.0041, 0.0023
O, 3.7709, 1.5294, 13.1373, 0.0006, 0.0026, -0.0006
O, 0.6568, 9.0561, 14.8654, 0.0019, 0.0002, 0.0015
O, 6.4764, 0.972, 18.3784, 0, -0.0002, 0.0027
O, 4.7408, 3.1712, 19.6008, -0.0039, -0.0047, -0.0154
O, 6.2525, 1.1813, 11.7414, 0.0022, -0.0031, -0.0023
O, 0.5469, 8.6432, 9.8691, 0.0036, -0.0006, -0.004
O, 5.6372, 4.3169, 17.2291, 0.0008, -0.0005, 0.0002
O, 8.4396, 7.2138, 12.4004, 0.0024, -0.0003, -0.0014
O, 4.4103, 2.6367, 10.157, 0.0043, -0.0007, 0.0024
O, 2.0585, 5.6359, 15.5733, 0, -0.0021, -0.0013
O, 3.3741, 0.0681, 10.9147, -0.0035, 0.0052, 0.0018
O, 5.8819, 7.2178, 12.5496, -0.0016, -0.0004, -0.001
O, 2.3128, 6.3497, 19.3501, -0.0024, -0.0121, -0.0004
O, 0.6346, 4.9332, 17.7704, -0.0045, 0.0012, -0.0018
O, 8.4163, 10.6935, 12.378, -0.0037, 0.002, -0.0009
O, 5.4738, 10.0835, 9.6935, -0.0022, 0.0013, -0.0035
O, 0.6073, 8.1898, 20.2054, 0.0075, -0.0053, 0.0033
O, 9.7566, 2.6015, 14.6693, -0.0029, 0.0006, -0.0011
O, 2.0041, 10.5895, 13.2231, -0.0011, -0.001, -0.0003
O, 9.9488, 9.1076, 16.1004, 0.0042, -0.0003, 0.002
O, 6.1415, 10.3442, 13.7644, 0.0007, 0.0005, -0.0029
O, 7.4433, 1.5889, 14.1117, -0.0003, -0.0006, 0.0012
O, 1.6426, 3.9395, 20.0421, 0.0061, 0.0109, -0.0095
O, 5.9048, 5.7917, 14.9196, -0.001, 0.0006, 0.0008
O, 7.3397, 8.9413, 15.6872, -0.002, 0.0004, -0.0006
O, 1.5127, 1.6741, 11.6079, -0.0002, -0.0005, -0.0043
O, 7.193, 8.2939, 10.3695, 0.0015, -0.0048, 0.0017
O, 4.3211, 1.9774, 17.2783, -0.0001, -0.0013, 0.003
O, 7.037, 3.1662, 10.2859, -0.0023, -0.0026, -0.0028
O, 11.5405, 7.0079, 16.4387, 0.0009, -0.0007, 0.0014
O, 8.2835, 10.1301, 17.8429, 0.0004, -0.0021, 0.0033
O, 3.27, 8.5383, 10.1027, -0.0014, -0.0005, -0.005
O, 7.5805, 3.8334, 15.5257, -0.0004, -0.0006, 0.0019
O, 3.1223, 4.2831, 17.8838, 0.0023, -0.0028, 0.006
O, 2.8956, 3.8839, 13.6931, 0.0007, 0.0005, -0.0026
O, 1.3364, 8.202, 12.441, -0.001, 0.0012, -0.0013
O, 1.2016, 5.6763, 13.0621, 0.0009, -0.0003, -0.0007
O, 4.9708, 8.2971, 14.8641, -0.0015, -0.0008, 0.0007
O, 11.1726, 2.3818, 20.331, 0.0009, -0.0009, 0.0028
O, 10.98, 9.9897, 12.7607, 0.0028, -0.0003, 0.0001
O, 5.2925, 3.5751, 12.37, -0.0009, 0.0002, 0.0004
O, 5.0754, 3.2009, 14.9241, -0.0026, -0.0006, 0.0005
O, 6.4872, 4.7971, 20.5625, -0.0026, -0.0004, 0.0033
O, 8.4057, 1.5586, 16.6484, 0.0008, 0.0058, -0.0051
O, 10.4126, 1.2405, 11.4564, 0.0002, -0.0003, -0.0046
O, 10.8693, 6.6183, 11.655, -0.0011, 0.0005, -0.0035
O, 3.2669, 8.6669, 19.8548, -0.0011, -0.0027, 0.0048
O, 1.7115, 6.4408, 10.5168, -0.002, -0.0026, -0.0012
O, 7.1617, 8.2158, 19.9534, 0.0058, -0.0037, -0.0035
O, 8.501, 7.5813, 17.7513, -0.0004, 0.0023, -0.0068
O, 3.6708, 6.4225, 13.6131, -0.0015, -0.0011, 0
O, 9.5559, 4.9634, 13.3412, 0.0003, 0.0002, -0.0012
O, 5.506, 9.996, 20.7857, -0.0044, 0.0019, -0.0001
O, 10.3289, 7.3652, 14.1498, -0.0008, -0.002, -0.0018
O, 8.7721, 6.1788, 19.981, -0.0005, 0.0041, 0.0007
O, 7.0742, 5.7161, 10.6626, -0.0007, 0.0045, -0.0005
O, 5.2686, 10.5372, 16.3694, 0.0026, -0.0038, -0.0023
O, 9.0475, 1.1417, 19.2558, -0.0062, -0.0065, -0.0042
O, 11.5794, 3.162, 10.1832, 0.0043, -0.0043, 0.0019
O, 9.7407, 8.7075, 19.8912, -0.0064, -0.0018, -0.0018

Results
free energy: -148858.026 eV
free energy less fixed offsets of As -4856.12, O -568.88, Si -635.61 eV per atom: -3.646 eV

The program warned: the cutoff lies below the one the program advises for these potential files; the forces do not sum to zero within the program's tolerance; the exchange-correlation potential is rough where the density is thin.
